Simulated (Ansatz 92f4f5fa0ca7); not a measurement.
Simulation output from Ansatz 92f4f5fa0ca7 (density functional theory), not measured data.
Periodic cell of 208 atoms, Si128O80, from a study of silicon, its oxide and their interface. The atomic structure is a simulated model.
Doubt: the cutoff is far below the 930 eV that the study's wrapper takes by default for these files, so forces and energies are approximate.
This geometry differs little from another in the collection (a relaxation step or a small displacement).

Settings: functional PBE; potential files Ansatz PAW; basis plane waves; wave-function cutoff 580 eV; density cutoff ratio 5; exchange-correlation grid ratio 1; k mesh 1 x 1 x 1, Gamma-centred; self-consistency stop 5e-08 eV per atom in the density residual; occupations fixed; spin none; net charge 0.

Cell vectors (angstrom)
a	10.938	0	0
b	0	10.938	0
c	0.4687	0.8381	30.8523

Atoms and the computed forces on them: element, x, y, z (angstrom), force x, y, z (eV/angstrom)
Si	2.1218	-0.8119	23.3041	0.0118	-0.0202	0.0536
Si	4.8416	1.8581	23.2843	0.0036	0.1483	0.1239
Si	1.5583	5.2093	23.4046	0.0054	0.0222	0.0809
Si	4.4638	-2.9807	23.3923	0.0004	-0.0307	0.0774
Si	-3.6532	-0.2397	23.4224	0.0906	-0.1468	0.0976
Si	-1.281	2.5129	23.3661	0.078	-0.1027	0.1257
Si	7.425	4.7652	23.4623	-0.0735	0.1016	0.0441
Si	-0.7355	-3.5504	23.5225	0.0229	0.0121	0.0302
Si	3.1893	0.8259	24.6228	-0.0401	-0.0002	0.0158
Si	5.875	3.5241	24.681	-0.0527	-0.0467	-0.0548
Si	3.2298	-4.5987	24.6579	0.0073	0.0148	-0.0322
Si	6.0639	-1.874	24.6847	0.025	-0.0164	-0.0022
Si	-2.236	0.9357	24.8375	0.014	0.0157	-0.0753
Si	0.4528	3.5518	24.6317	0.0192	-0.013	-0.0017
Si	8.6376	6.2622	24.8154	-0.0393	0.0192	0.0141
Si	0.4847	-1.8909	24.6605	-0.0122	-0.0042	-0.0123
Si	1.8319	2.1949	26.0165	-0.0029	0.0076	-0.0062
Si	4.5504	4.9394	26.0379	0.0069	-0.0006	0.0264
Si	1.8451	-3.2557	26.0641	0.0077	0	0.0105
Si	4.6011	-0.5227	26.0372	0.0008	-0.0024	0.0075
Si	7.2568	2.2399	26.1241	0.0123	0.0016	0.0138
Si	10.0527	4.8909	26.0927	0.0085	-0.0106	0.0163
Si	7.3082	7.6745	26.1043	-0.0049	0.0013	-0.0155
Si	-0.8665	-0.5296	26.0633	-0.0169	0.0113	0.0261
Si	0.4687	0.8381	27.434	0.1798	0.0194	-0.0467
Si	3.2032	3.5726	27.434	-0.1378	-0.0366	-0.2535
Si	0.4687	6.3071	27.434	0.0851	-0.0697	-0.0338
Si	3.2032	-1.8964	27.434	0.1828	0.1049	-0.1162
Si	5.9377	0.8381	27.434	-0.2264	-0.0484	0.2641
Si	8.6722	3.5726	27.434	-0.0833	-0.012	0.405
Si	5.9377	6.3071	27.434	-0.1741	-0.1474	-0.0084
Si	8.6722	-1.8964	27.434	0.1585	0.1213	0.0506
Si	1.3673	-1.3673	3.418	-0.101	-0.0152	0.1934
Si	4.1018	1.3673	3.418	-0.1457	-0.0187	0.0874
Si	1.3673	4.1018	3.418	-0.1963	-0.2147	-0.2486
Si	4.1018	-4.1018	3.418	0.0644	0.0174	-0.2588
Si	6.8362	-1.3673	3.418	0.2079	0.1181	-0.1454
Si	-1.3673	1.3673	3.418	0.1147	-0.1289	-0.2205
Si	6.8362	4.1018	3.418	0.0727	0.0809	0.0247
Si	-1.3673	6.8362	3.418	-0.0281	0.166	0.1843
Si	2.7079	0.012	4.8083	0.0059	0.0017	-0.0006
Si	5.4833	2.7248	4.7734	0.0014	0	-0.0067
Si	2.7122	5.4711	4.7281	-0.0068	0.0073	-0.0293
Si	5.4978	-2.7443	4.7506	-0.0088	0.0023	-0.0209
Si	-2.7154	0.0113	4.7849	0.0004	0.0012	-0.0272
Si	0.0062	2.699	4.7828	0.0051	-0.0002	-0.0181
Si	8.2097	5.4735	4.8001	-0.0038	-0.0014	0.0006
Si	-0.0258	-2.7067	4.829	-0.0078	0.008	-0.0084
Si	1.3206	1.3332	6.2412	0.0111	-0.0229	-0.0156
Si	4.0742	4.0915	6.0567	0.0202	-0.0127	-0.0106
Si	1.3508	-4.1303	6.1208	-0.009	-0.0027	0.0246
Si	4.1522	-1.3425	6.0836	-0.0119	0.0106	0.0164
Si	-4.0526	1.4092	6.1478	-0.0139	0.0085	0.0031
Si	-1.3757	4.0636	6.1314	-0.0022	0.0242	0.0014
Si	6.853	-4.0862	6.1702	0.0222	-0.0196	-0.0181
Si	-1.3799	-1.3118	6.2484	0.0262	-0.0169	-0.0152
Si	-0.3512	0.3385	7.6534	0.0182	0.008	-0.0388
Si	2.5733	2.919	7.4379	-0.0106	-0.0006	-0.0055
Si	0.2828	-5.8273	7.3947	-0.0024	0.0186	-0.0566
Si	3.0015	-2.9618	7.2996	-0.0097	0.0183	-0.0476
Si	5.7561	-0.2051	7.4006	-0.0466	0.0189	-0.0829
Si	-2.5822	2.6297	7.5786	-0.0125	0.0079	-0.0268
Si	5.1777	5.696	7.3452	0.0075	-0.0011	-0.0075
Si	-2.9886	-2.4773	7.525	0.0001	-0.0226	-0.018
Si	1.836	-0.5291	28.8013	0.0804	0.0581	-0.016
Si	4.5705	2.2054	28.8013	0.0078	-0.0914	-0.002
Si	1.836	4.9399	28.8013	-0.0289	0.0171	-0.0169
Si	4.5705	7.6744	28.8013	-0.0424	-0.01	-0.0222
Si	7.305	-0.5291	28.8013	0.0042	0.0466	-0.0083
Si	-0.8985	2.2054	28.8013	-0.0895	-0.0118	-0.0055
Si	7.305	4.9399	28.8013	0.0635	0.018	0.0151
Si	10.0395	-3.2636	28.8013	0.0077	-0.0009	-0.0156
Si	3.2032	0.8381	30.1685	-0.0176	0.0368	-0.0121
Si	5.9377	3.5726	30.1685	-0.0145	0.0221	-0.0336
Si	3.2032	6.3071	30.1685	0.0233	-0.0025	-0.0135
Si	5.9377	-1.8964	30.1685	0.0237	-0.0371	-0.0239
Si	-2.2658	0.8381	30.1685	0.0233	-0.0295	-0.0026
Si	0.4687	3.5726	30.1685	0.0175	0.0081	-0.0165
Si	8.6722	-4.6309	30.1685	-0.0465	0.012	-0.0141
Si	0.4687	-1.8964	30.1685	0.0024	-0.0106	-0.0371
Si	1.3673	1.3673	0.6835	0.0226	-0.0495	0.0222
Si	4.1018	4.1018	0.6835	0.0157	-0.0043	0.0179
Si	1.3673	6.8362	0.6835	-0.0031	-0.0037	0.0187
Si	4.1018	-1.3673	0.6835	-0.0087	0.0299	0.0046
Si	6.8362	1.3673	0.6835	-0.0185	0.0263	0.0209
Si	-1.3673	4.1018	0.6835	-0.0368	0.0245	0.0097
Si	6.8362	-4.1018	0.6835	0.0144	0.008	0.0287
Si	-1.3673	-1.3673	0.6835	0.0161	-0.027	0.0153
Si	0	0	2.0507	-0.0426	0.0315	-0.0155
Si	2.7345	2.7345	2.0507	-0.0142	0.0293	-0.0132
Si	0	5.469	2.0507	0.0196	-0.0477	0.026
Si	2.7345	-2.7345	2.0507	0.0384	-0.0221	0.026
Si	5.469	0	2.0507	-0.0074	-0.0668	0.0302
Si	8.2035	2.7345	2.0507	0.0342	0.0185	0.0198
Si	5.469	5.469	2.0507	-0.0241	0.0123	-0.0052
Si	8.2035	-2.7345	2.0507	0.0073	0.0396	-0.0064
Si	0.1654	-5.0823	10.2807	-0.0099	-0.0051	-0.0111
Si	0.9955	-0.77	20.4265	0.0002	0.0055	0.0267
Si	7.2918	4.5002	14.4988	0.0055	-0.004	-0.0026
Si	6.8672	-4.6716	12.0447	0.008	-0.0124	-0.0003
Si	0.2854	1.3512	15.9258	-0.0055	0.0037	-0.003
Si	3.9424	0.2125	12.4079	0.001	0.0126	-0.0045
Si	2.7506	5.0095	20.6015	0.0073	0.0109	0.0232
Si	-2.0094	-2.9765	10.5182	0.0118	0.0004	-0.0058
Si	2.312	0.517	18.0661	-0.0089	-0.0029	-0.0099
Si	8.537	1.0552	21.0406	0.0141	-0.0036	-0.0038
Si	4.9235	-0.7077	18.4875	0.0084	0.0009	-0.0042
Si	-0.0014	-0.7326	10.656	0.0052	-0.0065	-0.0092
Si	6.4435	4.0085	9.7512	0.0008	-0.0312	0.0047
Si	5.6222	1.8174	20.3787	-0.0042	0.0059	0.0151
Si	6.9226	-3.0463	19.0979	0.0018	-0.0106	0.0058
Si	5.6761	6.1698	21.184	-0.0075	0.0186	0.0098
Si	8.6561	-2.2552	16.8202	0.0004	-0.003	0.0032
Si	-1.4311	-2.5302	20.6985	-0.0103	-0.0045	0.0277
Si	-0.7019	4.2112	15.3434	-0.0067	0.0041	-0.0083
Si	4.6082	4.4286	15.788	0.0031	0.0014	0.0004
Si	1.0226	1.0448	12.9917	-0.0028	-0.0036	0.0059
Si	2.5214	-4.6142	14.2321	-0.0008	-0.0004	0.0002
Si	4.431	1.6228	9.6739	0.0204	0.0269	0.0076
Si	5.6719	2.0918	14.2506	-0.0021	-0.0183	-0.012
Si	2.1868	-2.8267	10.1502	-0.0098	0.0071	-0.0136
Si	3.8741	3.2356	18.5366	0.0063	0.009	-0.0051
Si	4.2492	-2.872	12.365	-0.0019	-0.0049	0.0005
Si	0.2122	-4.0153	16.3149	0.0026	0.0039	0.0048
Si	0.984	-3.5523	19.3324	0.0027	-0.0047	-0.0097
Si	6.7951	-0.0298	16.2858	0.0025	0.0089	-0.0029
Si	-1.8898	0.3775	18.0192	0.0019	0.0084	0.012
Si	0.8414	4.2097	12.7177	-0.0076	0.0016	-0.0013
O	0.9692	-3.6106	17.7014	-0.0056	-0.007	-0.0143
O	-0.3556	5.4029	16.3933	0.0011	-0.0032	0.003
O	4.5448	2.9184	15.123	0.0018	-0.0013	0.0008
O	2.3656	-2.2449	8.6397	-0.0052	-0.0024	0.0389
O	8.6411	3.7585	23.0218	-0.0055	-0.0167	-0.0564
O	3.2243	2.3313	8.8334	0.0071	-0.0081	0.01
O	7.7264	3.3443	8.9472	-0.0251	0.0282	0.0369
O	1.4618	4.0561	7.8771	0.0161	-0.0103	0.0339
O	2.0873	4.5218	22.007	0.0115	-0.0064	-0.0621
O	1.5607	0.6033	16.6175	-0.0023	0.0006	0.0047
O	2.4569	0.2655	13.0876	-0.0036	0.0013	-0.0031
O	0.17	-0.192	9.122	0.012	-0.0293	0.0607
O	0.3282	4.5267	11.2023	0.005	-0.0103	0.0087
O	-0.4483	-5.4273	8.8133	-0.0018	0.0105	0.0458
O	-2.3786	-3.0943	8.9274	0.0225	-0.0105	0.0426
O	-0.5744	-1.1314	20.7163	0.0035	0.0044	0.0037
O	-1.4608	-1.4662	10.8359	-0.001	-0.0023	-0.0047
O	6.7185	5.3026	22.0791	-0.0092	0.0023	-0.012
O	1.648	-2.1723	19.9005	0.001	-0.0073	0.0082
O	3.2817	-1.9291	22.9307	-0.0119	0.0175	-0.0412
O	-1.612	-3.0289	22.2368	-0.0119	0.0133	-0.0438
O	5.2559	-3.4239	22.0139	0.0196	-0.016	-0.0408
O	5.4273	-4	12.4287	-0.0108	0.0079	-0.0056
O	0.4288	-4.5948	22.9728	-0.0064	-0.0023	-0.0375
O	3.2579	1.8301	18.034	-0.0028	-0.0042	0.0118
O	3.5862	5.5251	15.1647	-0.0059	0.002	-0.003
O	7.5628	-5.2281	13.4279	-0.0002	-0.0103	0.0084
O	3.631	-2.9198	10.8635	0.0141	0.0013	0.0081
O	4.3046	5.3739	20.8834	-0.0216	-0.0075	0.0052
O	4.6186	2.1417	21.6638	-0.0009	-0.009	-0.1048
O	-0.5734	-3.6433	19.8473	0.0129	-0.0086	-0.0016
O	4.6045	-1.2812	12.6095	0.001	-0.0018	-0.0064
O	-1.7749	0.8732	19.5473	0.0054	-0.0094	-0.0211
O	1.2989	2.6461	12.7769	-0.0037	-0.0035	-0.0047
O	7.7211	-1.3224	15.8233	-0.0009	0.0045	0.0022
O	5.663	4.9922	8.732	0.0036	-0.0017	0.0042
O	5.213	0.5598	8.7344	-0.0177	0.0186	0.0469
O	8.6123	4.033	15.3442	0.001	0.0026	-0.0024
O	7.6457	-3.3794	11.4218	-0.0118	-0.0047	-0.0029
O	6.1455	4.9633	15.5848	-0.006	-0.002	0.0036
O	0.1308	0.4688	11.748	0.0055	0.0137	0.0054
O	4.9345	1.3036	13.0654	0.0173	0.013	0.0246
O	1.9008	6.2155	19.9484	-0.0036	0.0035	0.0077
O	-1.1829	1.7806	21.8792	-0.0213	-0.0195	-0.0414
O	4.0938	-4.0898	7.8149	0.0077	-0.0117	0.0444
O	5.4569	2.7827	10.2259	-0.0047	0.0001	-0.0111
O	6.5487	0.9905	15.0692	-0.0137	0.0075	-0.0035
O	6.4102	-4.4376	19.7652	0.015	0.0144	-0.0134
O	-0.9698	1.0904	16.9059	0.0053	0	0.0049
O	-0.3583	4.5164	13.7766	0.0003	-0.0024	0.0104
O	1.6068	-4.3487	10.1044	-0.0047	0.0046	-0.0071
O	5.5916	-2.1177	18.9467	-0.0061	0.0099	0.0082
O	1.1927	-1.8128	10.9484	-0.0025	0.0031	-0.008
O	-1.4724	1.4955	8.0532	-0.017	-0.0003	0.0199
O	5.9225	0.6342	23.2062	-0.0408	0.0453	-0.0013
O	2.0506	5.2389	13.0963	0.0104	0.0109	0.0112
O	3.7859	0.7161	10.8607	-0.0091	-0.0221	0.0235
O	5.3719	-0.4506	16.9315	0.005	0.0022	0.0013
O	7.6688	-3.2795	17.6497	0.0054	0.003	-0.0028
O	8.0254	-0.2617	21.923	0.04	0.0314	-0.0688
O	5.304	2.9745	19.2761	-0.0127	0.0093	-0.005
O	3.303	-0.7632	18.2925	-0.0017	0.0001	0.0139
O	3.181	-3.3197	13.5071	-0.0009	-0.0092	0.0015
O	1.2889	-3.9704	15.0933	0.0022	-0.0012	0.0025
O	1.2066	0.3935	19.2835	0.0141	0.0159	-0.008
O	0.2695	2.9852	15.8273	0.0002	-0.0053	0.0043
O	6.8375	4.9719	11.0193	0.0043	0.0317	0.0197
O	7.532	0.7172	17.5391	-0.001	-0.0043	-0.0018
O	1.6325	-0.2377	21.8338	-0.0168	0.0052	-0.0561
O	2.7244	3.7982	19.5341	0.0016	-0.0135	-0.0023
O	0.1934	0.7891	14.3891	-0.0024	0.0017	0.0064
O	4.1731	4.2912	17.3441	0.0022	0.0028	-0.0024
O	6.7234	3.2	13.6685	0.0002	-0.0014	0.004
O	-0.8728	-4.049	10.969	-0.0034	0.0054	-0.012
O	5.3222	0.3654	19.6691	-0.0057	-0.0142	0.0013
O	8.0103	-2.3555	20.0995	-0.0087	-0.0059	0.003
O	7.1806	1.9643	20.8432	-0.0121	-0.0004	0.0126
O	-1.0826	-3.0295	16.0331	-0.0005	0.0001	0.0023
O	-1.5799	-1.2321	17.9047	-0.0041	-0.0009	0.0008
O	6.8058	-1.3578	7.9526	0.0165	-0.0062	0.045

Results
free energy: -126870.852 eV
free energy less fixed offsets of O -568.88, Si -635.61 eV per atom: -2.372 eV

The program warned: the cutoff lies below the one the program advises for these potential files; the exchange-correlation potential is rough where the density is thin.
